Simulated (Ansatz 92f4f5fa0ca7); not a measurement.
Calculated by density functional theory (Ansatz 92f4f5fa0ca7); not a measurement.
Periodic cell of 210 atoms, Si128O78P4, from a study of silicon, its oxide and their interface. The atomic structure is a simulated model.
Doubt: the cutoff is far below the 930 eV that the study's wrapper takes by default for these files, so forces and energies are approximate.
This geometry differs little from another in the collection (a relaxation step or a small displacement).

Settings
functional: PBE
potential files: Ansatz PAW
basis: plane waves
wave-function cutoff: 580 eV
density cutoff ratio: 5
exchange-correlation grid ratio: 1
k mesh: 1 x 1 x 1, Gamma-centred
self-consistency stop: 5e-08 eV per atom in the density residual
occupations: fixed
spin: none
net charge: 0

Cell vectors (angstrom)
a 10.938 0 0
b 0 10.938 0
c 0 0 31.3236

Atoms and the computed forces on them: element, x, y, z (angstrom), force x, y, z (eV/angstrom)
P 10.3257 0.554 23.9787 0.0755 0.0133 -0.2868
Si 5.7721 10.6617 23.9177 -0.0633 0.0317 -0.0466
Si 2.1918 3.0201 23.8982 0.0482 -0.0772 -0.0127
P 8.6872 2.1963 23.9996 -0.074 -0.0206 -0.2778
Si 0.3138 4.8749 23.8736 -0.0271 0.076 -0.0058
Si 4.9163 5.9276 24.0358 -0.0253 0.05 -0.0703
Si 3.2155 7.6572 23.8802 0.0129 -0.0133 -0.0359
Si 7.5714 8.8193 23.8387 0.0686 -0.0667 -0.0568
Si 1.1666 1.3654 25.2342 -0.0286 0.0874 0.132
Si 6.8954 1.3535 25.2168 0.1228 0.0139 0.15
Si 3.9574 4.0899 25.1656 -0.0119 0.0124 0.066
Si 9.5462 3.9549 25.236 0.1646 -0.0136 0.1127
Si 1.3387 6.7423 25.0514 -0.0042 -0.0242 0.0357
Si 6.7613 6.9382 25.1301 -0.0128 0.0068 0.0373
Si 4.086 9.5231 25.1318 -0.0137 -0.0188 0.0531
Si 9.4472 9.6757 25.1165 -0.0828 0.0637 0.1775
Si 2.6994 -0.0113 26.4787 -0.0644 0.0416 -0.0396
Si 8.1892 0.0123 26.6121 -0.2034 -0.2395 0.14
Si -0.029 2.7415 26.6573 0.1639 0.1508 0.1292
Si 5.4434 2.7646 26.4934 0.058 -0.0564 -0.0606
Si 2.6842 5.4904 26.5697 -0.015 -0.0136 0.0367
Si 8.1673 5.4973 26.4693 0.0451 -0.0543 -0.0596
Si -0.022 8.21 26.4221 -0.0357 0.0392 -0.058
Si 5.4384 8.2289 26.5882 0.0152 0.0273 0.0383
Si 4.1018 1.3673 27.9053 -0.0937 -0.0714 -0.5179
Si 9.5708 1.3673 27.9053 -0.1613 -0.1698 0.7818
Si 1.3673 4.1018 27.9053 0.0285 0.1995 0.5778
Si 6.8362 4.1018 27.9053 -0.1525 0.205 -0.4152
Si 4.1018 6.8362 27.9053 -0.1643 -0.0357 0.2289
Si 9.5708 6.8362 27.9053 -0.0015 0.0602 -0.6627
Si 1.3673 9.5708 27.9053 -0.186 -0.1761 -0.5504
Si 6.8362 9.5708 27.9053 -0.1591 -0.0347 0.4632
Si 0 0 29.2726 -0.1119 -0.007 0.0271
Si 5.469 0 29.2726 0.0482 -0.1171 0.0253
Si 2.7345 2.7345 29.2726 -0.0142 0.0648 0.0199
Si 8.2035 2.7345 29.2726 0.0569 -0.1125 0.019
Si 0 5.469 29.2726 0.0819 -0.0645 0.0285
Si 5.469 5.469 29.2726 -0.0413 0.0099 0.0276
Si 2.7345 8.2035 29.2726 0.0167 -0.1166 0.0296
Si 8.2035 8.2035 29.2726 -0.0858 0.0085 0.0106
Si 1.3673 1.3673 30.6398 0.0274 -0.0552 -0.022
Si 6.8362 1.3673 30.6398 -0.0957 0.1015 0.0164
Si 4.1018 4.1018 30.6398 0.0726 -0.0156 -0.0058
Si 9.5708 4.1018 30.6398 -0.0689 0.0854 0.0129
Si 1.3673 6.8362 30.6398 -0.0622 0.0615 0.0296
Si 6.8362 6.8362 30.6398 0.0315 -0.0247 -0.0192
Si 4.1018 9.5708 30.6398 -0.0379 0.0861 0.0208
Si 9.5708 9.5708 30.6398 0.0816 -0.0289 -0.0166
Si 2.7345 0 0.6835 -0.0477 -0.002 0.0229
Si 8.2035 0 0.6835 0.0581 -0.0829 -0.0212
Si 0 2.7345 0.6835 0.0548 -0.0677 -0.0297
Si 5.469 2.7345 0.6835 -0.0133 0.0295 0.0132
Si 2.7345 5.469 0.6835 0.0506 -0.0708 -0.006
Si 8.2035 5.469 0.6835 -0.0727 0.0169 0.024
Si 0 8.2035 0.6835 -0.0606 0.0635 0.0164
Si 5.469 8.2035 0.6835 0.087 -0.0998 -0.0232
Si 4.1018 1.3673 2.0507 0.1143 0.0244 -0.0127
Si 9.5708 1.3673 2.0507 -0.0118 0.137 -0.0273
Si 1.3673 4.1018 2.0507 -0.1187 0.044 -0.014
Si 6.8362 4.1018 2.0507 0.0054 -0.0585 -0.0371
Si 4.1018 6.8362 2.0507 -0.0039 0.1251 -0.0067
Si 9.5708 6.8362 2.0507 0.0625 -0.0213 -0.024
Si 1.3673 9.5708 2.0507 0.0305 -0.0206 -0.021
Si 6.8362 9.5708 2.0507 -0.0538 0.0858 -0.0142
Si 0 0 3.418 0.3595 0.2059 0.5237
Si 5.469 0 3.418 0.1267 0.0592 -0.3772
Si 2.7345 2.7345 3.418 0.0587 -0.0753 0.806
Si 8.2035 2.7345 3.418 0.1228 0.0246 -0.4222
Si 0 5.469 3.418 -0.0005 -0.0668 -0.5414
Si 5.469 5.469 3.418 -0.0398 -0.3347 0.4112
Si 2.7345 8.2035 3.418 0.0633 0.0541 -0.5603
Si 8.2035 8.2035 3.418 0.1126 0.045 0.4836
Si 1.413 1.3545 4.9248 0.024 -0.0136 0.0472
Si 6.8762 1.3478 4.7312 -0.0254 -0.0389 -0.0197
Si 4.1227 4.0747 4.8923 -0.045 0.0512 0.0726
Si 9.5999 4.0899 4.7289 0.0229 0.0255 -0.0361
Si 1.426 6.7892 4.6998 -0.168 -0.1792 -0.0873
Si 6.8496 6.7926 4.8067 -0.0637 0.0898 0.0411
Si 4.0866 9.5858 4.7221 0.2575 0.266 -0.127
Si 9.6271 9.576 4.8253 0.0714 -0.0602 0.044
Si 2.892 -0.0953 6.3143 -0.0057 0.011 -0.1816
Si 8.2719 0.0656 6.153 0.0048 0.0175 -0.0735
Si 0.0318 2.8683 6.2211 0.0053 -0.0223 -0.0314
Si 5.5526 2.6208 6.2136 0.0199 0.0082 -0.0498
Si 2.7216 5.5658 6.2304 -0.1054 0.0496 -0.1957
Si 8.2905 5.4468 6.1386 0.0076 -0.0252 -0.0772
Si 0.2074 8.1963 6.0749 0.0275 -0.0294 -0.256
Si 5.378 8.1869 6.0439 -0.0461 -0.0381 -0.1574
Si 4.9175 0.6789 7.5172 -0.0022 0.0856 0.0682
Si 9.1353 1.9553 7.3996 -0.012 0.0206 0.0418
Si 0.8776 4.7193 7.5478 0.0583 -0.041 0.0402
Si 7.3634 3.6396 7.3642 0.0027 -0.0319 0.0642
P 3.6222 7.3879 7.3464 0.1378 -0.024 0.2928
Si 10.0534 6.5302 7.3227 -0.0306 0.0611 -0.0012
P 1.9722 8.9956 7.3663 -0.1451 -0.0118 0.3255
Si 6.5723 9.8076 7.2481 0.0485 -0.0331 0.0239
O 6.9929 3.9969 8.9547 0.02 -0.0133 0.0009
O 9.5925 1.7986 8.9995 -0.0135 0.0172 -0.0017
O 5.0417 1.0474 9.1452 0.0259 0.0011 -0.0039
O 7.2573 9.1082 8.604 0.0175 0.0171 0.0337
O 9.4227 7.3628 8.6294 -0.0271 0.008 0.0637
O 1.2727 4.2439 9.1008 -0.044 -0.0133 -0.0197
O 10.3348 5.3722 22.5592 -0.0119 0.0276 -0.0212
O 2.794 2.1285 22.6002 0.0355 -0.0242 -0.0608
O 2.9853 7.8647 22.2361 0.014 -0.0151 -0.0055
O 5.2527 5.5497 22.4571 -0.0283 0.025 0.0197
O 5.0222 0.4618 22.6026 -0.016 -0.0204 -0.0228
O 7.9829 8.2602 22.3363 -0.046 -0.0046 0.0071
Si 4.5208 8.206 14.4883 -0.01 0.0132 -0.021
Si 4.1745 1.6417 21.8424 -0.0542 0.0449 -0.0068
Si 3.9526 1.4293 15.3251 0.0035 -0.0094 -0.0164
Si 5.8585 1.2162 10.5475 -0.0083 -0.0178 0.0662
Si 8.0233 7.8633 9.322 0.0285 -0.0219 0.0416
Si 7.2967 1.5336 14.6699 -0.0032 -0.0097 0.0104
Si 5.8332 7.8379 19.0762 0.0237 -0.0118 -0.0176
Si 8.5744 10.5893 18.8766 0.0071 -0.0088 -0.0104
Si 5.0325 4.5256 21.2266 0.0248 -0.0226 -0.0396
Si 10.5603 2.8469 12.6638 0.0223 -0.0044 -0.001
Si 1.141 5.0219 16.9612 -0.0205 0.0074 -0.0104
Si 3.2427 8.2975 20.6882 -0.0045 0.0242 -0.027
Si 4.6109 9.877 17.1215 0.005 0.0091 -0.0143
Si 9.3367 4.5065 18.4571 -0.0067 -0.0156 0.0233
Si 8.4351 8.2347 20.7826 0.0306 0.0336 -0.0687
Si 6.5021 4.9916 18.6773 0.0228 -0.0127 0.0041
Si 1.0093 2.269 15.5093 -0.0005 -0.0041 0.0039
Si 2.8587 0.0635 19.5296 -0.0299 -0.0154 -0.028
Si 4.6074 3.9903 11.5432 0.0103 0.0019 0.0263
Si 0.3944 9.3422 15.8686 0.002 -0.0019 -0.0084
Si 9.1341 1.0768 10.384 -0.0063 -0.0257 0.0236
Si 9.231 10.4887 14.2177 -0.0071 -0.0059 0.0013
Si 6.7952 5.1549 10.0858 -0.0106 -0.0015 0.0153
Si 7.4533 2.2529 17.8122 0.0144 -0.0126 0.0136
Si 8.7721 5.2232 12.5592 0.0077 0.0085 -0.001
Si 0.4128 0.5626 17.9055 -0.0314 0.0034 0.0107
Si 2.3905 5.6317 19.7249 -0.0193 -0.0053 -0.0009
Si 5.0716 10.8922 13.1556 -0.0085 -0.0106 0.0129
Si 10.4297 5.7528 20.9788 -0.0233 -0.0271 -0.0055
Si 1.6057 4.4747 10.6813 0.0284 0.0416 0.0572
Si 9.6486 9.2475 11.3325 0.0319 0.0009 0.0283
Si 6.9917 6.4711 14.8974 -0.0074 0.0092 0.0032
Si 1.8608 7.1339 14.7193 0.0009 0.0001 -0.0192
Si 8.6109 8.5753 16.3614 0.0045 0.017 0.0179
Si 0.3913 6.8621 11.9523 0.0255 0.0046 -0.001
Si 5.5279 3.8539 14.4899 -0.0024 -0.0091 -0.0016
O 9.8056 1.7559 11.7069 0.0015 -0.0009 0.0018
O 3.0795 3.9002 11.0354 -0.0005 -0.0082 0.0025
O 4.2498 8.7596 15.9998 -0.0021 -0.0019 0.0112
O 0.1217 8.4125 11.4817 0.0012 0.0097 -0.0275
O 9.9999 0.4011 18.7632 0.0211 0.0094 0.0032
O 0.8726 6.7231 13.503 -0.0019 0.0063 0.0077
O 0.6297 3.6306 11.6601 -0.0078 -0.02 0.0002
O 8.6192 9.8039 20.3153 0.0044 -0.0073 0.026
O 9.7169 4.6175 20.0418 -0.0057 -0.0161 -0.0176
O 3.526 10.2684 18.2454 -0.0036 0.0078 0.0118
O 3.408 7.0394 14.2159 0.0031 -0.0025 0.0006
O 8.4089 8.3173 10.8333 0.0124 -0.0012 -0.0039
O 3.6162 4.8284 20.4494 -0.0036 0.0085 -0.0068
O 4.7759 0.3688 16.2946 -0.0007 -0.0036 0.0024
O 9.7622 7.2417 20.6852 -0.0026 0.0021 -0.0044
O 7.489 1.0878 10.4341 0.0092 0.0059 -0.0086
O 4.8391 8.2875 20.3095 -0.0058 -0.0037 0.0069
O 3.9924 1.0412 13.727 -0.0023 0.0088 0.0064
O 5.1011 2.9772 21.728 0.0306 -0.0061 -0.0043
O 4.4593 9.4131 13.4083 0.0005 -0.0041 0.0009
O 2.1312 4.9535 18.2626 0.0091 0.0023 0.0041
O 8.0098 5.423 18.2339 -0.0099 0.0078 -0.0004
O 5.2812 5.1922 10.6744 -0.0313 0.0211 -0.0308
O 6.8076 2.9413 14.0142 0.0004 0.0103 -0.0088
O 0.0936 1.6519 16.7212 0.0053 0.0027 -0.0061
O 1.6501 8.6996 15.1017 -0.0001 0.0001 -0.0016
O 7.3004 1.6998 16.287 -0.0026 0.0015 -0.009
O 5.9806 7.5566 14.2624 0.0097 -0.0083 -0.0008
O 9.4618 3.9114 13.2318 -0.0031 -0.0052 0.0017
O 5.3362 0.0477 11.5632 0.005 -0.0011 -0.0334
O 1.4661 6.0877 10.9948 -0.0035 -0.0043 -0.0166
O 2.6527 7.2366 19.5876 0.0004 0.0039 -0.0036
O 6.4143 0.3055 14.0294 0.0074 0.0029 -0.0007
O 7.7638 4.8139 11.3528 0.02 -0.0017 0.0154
O 9.7723 10.5024 10.3 0.0021 0.0002 -0.026
O 4.7096 4.3068 13.1504 0.0026 -0.0003 -0.0025
O 1.078 5.5913 20.6739 0.0217 0.0055 -0.0189
O 6.1178 5.1409 15.3287 -0.0005 -0.001 0.0011
O 1.3434 3.8022 15.918 0.0042 0.0043 0.0009
O 5.5614 6.3417 18.3615 -0.0123 0.0119 -0.004
O 2.3816 1.4061 15.6846 -0.0025 0.0017 -0.0004
O 7.4388 0.8603 18.7342 -0.0176 0.0116 -0.0106
O 7.0128 6.5977 9.3792 -0.0218 0 -0.0066
O 6.3259 4.7653 20.2784 -0.0027 -0.0028 -0.0095
O 8.2264 9.6187 15.1677 0.0031 -0.0023 -0.003
O 5.4364 2.6303 11.2239 -0.0088 0.003 0.0012
O 7.2828 7.6565 19.7916 -0.0207 -0.0179 0.0022
O 10.5357 5.057 17.5026 0.0128 0.0017 -0.0153
O 8.804 1.1244 14.2239 0.0065 0.0026 -0.0062
O 6.3034 3.4354 18.0669 -0.0111 0.0035 0.0063
O 4.5831 2.9407 15.4757 0.0009 0.0061 0.0049
O -0.2045 10.4448 14.8282 -0.0029 -0.0021 -0.0048
O 1.5897 0.9369 18.9769 0.0149 0.0007 0.0089
O 8.0713 6.061 13.759 -0.0028 -0.003 -0.0065
O 3.8169 1.1019 20.3394 0.0046 -0.0021 0.0009
O 8.442 9.4016 17.7519 -0.0024 -0.0116 -0.02
O 8.9038 2.9791 18.076 0.0075 0.0049 -0.0076
O 2.5022 9.7518 20.5311 -0.0037 0.0037 0.0128
O 1.539 6.3184 16.0781 0.0031 -0.0029 0.0106
O 9.8987 6.1234 11.8327 -0.0321 -0.0146 0.0112
O 7.7346 7.2109 16.1641 0.0016 -0.006 -0.0073
O 5.7856 9.0755 17.9759 -0.0036 -0.006 0.0056
O 0.8377 10.0687 17.2415 0.0086 -0.0049 -0.0001
O 10.2002 8.1979 16.1955 0.0006 -0.0028 -0.0047
O 0.4342 2.2499 13.9705 -0.0035 0.0029 -0.0057
O 9.1832 9.8327 12.7599 -0.0075 0.003 -0.0007

Results
free energy: -128753.315 eV
free energy less fixed offsets of O -568.88, P -755.39, Si -635.61 eV per atom: -1.035 eV

The program warned: the cutoff lies below the one the program advises for these potential files; the forces do not sum to zero within the program's tolerance; the exchange-correlation potential is rough where the density is thin.
